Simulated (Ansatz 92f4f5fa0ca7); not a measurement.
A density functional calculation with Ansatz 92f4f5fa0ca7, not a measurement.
Periodic cell of 276 atoms, Si168O108, from a study of silicon, its oxide and their interface. The atomic structure is a simulated model.
Doubt: the cutoff is low for norm-conserving oxygen, so forces and energies are approximate.
Doubt: the program's own warning below bears on the result.

Settings
functional: HSE06
potential files: SPMS norm-conserving
basis: plane waves
wave-function cutoff: 800 eV
density cutoff ratio: 4
exchange-correlation grid ratio: 1
k mesh: 1 x 1 x 1, Gamma-centred
occupations: fixed
spin: none
net charge: 0

Cell vectors (angstrom)
a	11.6015	0	0
b	0	13.3963	0
c	0	0	30.7179

Atoms: element, x, y, z (angstrom)
Si	-0.0599	0.06	23.9427
Si	3.9171	-0.0467	24.2348
Si	7.5708	-0.0765	24.2038
Si	1.8764	3.3985	23.6386
Si	5.6541	3.2568	24.0589
Si	9.4845	3.3862	23.9428
Si	0.0632	6.7352	23.878
Si	4.032	6.6303	23.7598
Si	7.8987	6.7369	24.2944
Si	1.8488	10.1372	24.0052
Si	5.7366	10.2042	24.1248
Si	9.5903	10.089	23.9116
Si	-0.0679	2.3251	24.5885
Si	3.6915	2.2418	24.7813
Si	7.6376	2.202	24.8142
Si	2.0216	5.5923	24.5687
Si	5.8796	5.5441	24.7384
Si	9.8024	5.5485	24.8972
Si	-0.0667	8.9495	24.7175
Si	3.8255	8.903	24.5903
Si	7.6771	9.0196	24.8209
Si	1.8727	12.3347	24.8198
Si	5.7462	12.2759	25.2493
Si	9.6307	12.2966	24.7607
Si	-0.0303	2.2638	27.0429
Si	3.767	2.2454	27.1597
Si	7.6851	2.222	27.1776
Si	1.973	5.5763	27.0214
Si	5.8265	5.5692	27.1281
Si	9.7491	5.5466	27.2379
Si	-0.0239	8.9248	27.1108
Si	3.8506	8.8953	27.041
Si	7.7247	8.952	27.1782
Si	1.9035	12.2958	27.1797
Si	5.7777	12.2664	27.5001
Si	9.6634	12.2865	27.1458
Si	1.8617	1.1248	27.9557
Si	5.7302	1.1605	27.9875
Si	9.6532	1.1334	27.924
Si	0.0822	4.4492	27.9514
Si	3.8709	4.4835	27.9333
Si	7.7563	4.4582	27.9512
Si	1.9234	7.7965	27.8966
Si	5.7883	7.8132	27.9265
Si	9.6635	7.8104	27.9512
Si	-0.0164	11.1511	27.9453
Si	3.8062	11.1053	27.9715
Si	7.7685	11.1536	28.0089
Si	1.9336	1.1164	30.3229
Si	5.8008	1.1164	30.3229
Si	9.6679	1.1164	30.3229
Si	0	4.4654	30.3229
Si	3.8672	4.4654	30.3229
Si	7.7343	4.4654	30.3229
Si	1.9336	7.8145	30.3229
Si	5.8008	7.8145	30.3229
Si	9.6679	7.8145	30.3229
Si	0	11.1635	30.3229
Si	3.8672	11.1635	30.3229
Si	7.7343	11.1635	30.3229
Si	0	0	0.3944
Si	3.8672	0	0.3944
Si	7.7343	0	0.3944
Si	1.9336	3.3491	0.3944
Si	5.8008	3.3491	0.3944
Si	9.6679	3.3491	0.3944
Si	0	6.6981	0.3944
Si	3.8672	6.6981	0.3944
Si	7.7343	6.6981	0.3944
Si	1.9336	10.0472	0.3944
Si	5.8008	10.0472	0.3944
Si	9.6679	10.0472	0.3944
Si	-0.0279	-0.0077	2.769
Si	3.8577	-0.0108	2.7969
Si	7.6884	-0.013	2.7274
Si	1.9567	3.3103	2.7649
Si	5.7424	3.3465	2.7395
Si	9.7038	3.4034	2.7564
Si	-0.0083	6.7044	2.7472
Si	3.911	6.7428	2.7524
Si	7.7953	6.6999	2.7935
Si	1.9518	10.047	2.7855
Si	5.8275	10.0728	2.7976
Si	9.6837	10.0528	2.7746
Si	-0.0038	2.225	3.5458
Si	3.8537	2.1897	3.68
Si	7.73	2.2532	3.3098
Si	1.9572	5.5896	3.3797
Si	5.8428	5.5726	3.4888
Si	9.7287	5.596	3.7124
Si	0.0203	8.9226	3.5621
Si	3.904	8.967	3.6235
Si	7.7613	8.9403	3.5972
Si	1.9139	12.2845	3.586
Si	5.7935	12.2975	3.6671
Si	9.607	12.3036	3.54
Si	-0.0369	2.2083	5.9146
Si	3.8112	2.1624	6.1356
Si	7.7073	2.2596	5.5851
Si	2.048	5.6094	5.6732
Si	5.9391	5.5197	5.8216
Si	9.8675	5.5668	6.2009
Si	0.0575	8.8928	5.9302
Si	3.9687	8.9764	6.0329
Si	7.7901	8.9231	5.9866
Si	1.9245	12.26	5.9733
Si	5.8467	12.3398	6.1117
Si	9.5821	12.3372	5.9041
Si	1.7439	1.025	6.9076
Si	5.9321	1.2551	6.7772
Si	9.5208	1.2252	6.6321
Si	0.3569	4.3741	6.7399
Si	3.9397	4.4937	6.5134
Si	7.8667	4.3632	6.6179
Si	2.0435	7.7681	6.6378
Si	5.8916	7.6942	6.678
Si	9.7378	7.8701	6.8546
Si	-0.0951	11.1691	6.5352
Si	3.8724	11.2428	6.8503
Si	7.7563	11.1313	6.8946
O	3.7398	4.7465	8.1473
O	-0.5422	11.2548	8.1235
O	7.8203	11.0425	8.5777
O	7.7923	3.9284	8.2389
O	1.0802	4.08	8.2491
O	9.1256	1.5444	8.245
O	9.6994	8.1801	8.5096
O	6.4484	1.5992	8.3559
O	2.1788	7.5484	8.2793
O	1.2604	0.9205	8.5242
O	3.729	11.3956	8.513
O	6.0295	7.2762	8.2827
O	9.1583	3.4935	22.2966
O	9.2944	5.6954	20.4947
O	9.4513	10.1589	22.2475
O	4.3618	-0.3334	22.6438
O	11.5263	0.0664	22.2691
O	5.2839	2.9734	22.4604
O	7.0941	13.0865	22.6103
O	1.6936	10.5018	22.3863
O	11.6822	6.8191	22.1986
O	1.9319	3.4374	21.9327
O	8.8821	10.0749	19.5813
O	4.2949	6.3986	22.1141
Si	8.1642	2.0605	11.972
Si	7.8276	2.3926	8.831
Si	2.4915	4.2879	9.0909
Si	6.9349	10.7995	9.9402
Si	0.3725	13.8727	18.1889
Si	7.9662	10.1952	12.8684
Si	6.4916	0.2006	16.7471
Si	3.3388	1.5905	10.6818
Si	3.6781	7.7715	11.6725
Si	11.3411	7.2393	15.279
Si	0.9438	7.0302	20.8165
Si	5.3885	7.805	18.239
Si	15.1348	10.6296	12.5658
Si	5.586	-2.1073	14.7132
Si	2.5393	-1.5194	18.7077
Si	-0.3826	11.2155	9.7212
Si	8.719	2.646	20.9526
Si	17.4663	5.7798	15.8258
Si	12.7205	4.3781	14.9672
Si	2.2071	2.9965	17.5963
Si	-1.1392	11.7074	14.0079
Si	10.6044	13.6067	20.9283
Si	8.7001	5.9283	14.3895
Si	5.7302	12.3204	22.0966
Si	12.8794	9.8561	14.5479
Si	15.8285	12.1438	9.8832
Si	4.9392	0.1288	19.5047
Si	16.7821	2.757	12.996
Si	5.0353	16.2016	16.0664
Si	13.0063	9.9185	20.9015
Si	8.3345	7.3934	11.8421
Si	9.5148	0.4391	16.1202
Si	5.1478	5.8936	20.8033
Si	10.6427	7.0104	18.2113
Si	6.0967	7.7498	9.8242
Si	8.1678	8.6738	19.1538
Si	1.7031	7.0353	9.7464
Si	-1.0093	8.2172	9.882
Si	-1.6768	10.578	20.7393
Si	10.0684	-0.1772	11.4391
Si	9.9702	16.4789	14.296
Si	1.5532	4.1871	20.5056
Si	3.7198	9.8859	16.6591
Si	5.5382	2.9399	20.8553
Si	8.1176	6.4964	21.2401
Si	0.8649	0.4142	10.0395
Si	3.8012	5.3319	13.6249
Si	10.1558	4.6368	19.6119
O	-0.0602	0.8042	19.7334
O	2.2071	3.5688	19.1377
O	11.6868	7.0263	9.777
O	6.9202	10.7935	13.9482
O	11.5326	4.2113	20.3602
O	4.308	1.889	11.9381
O	4.7772	7.2408	10.608
O	4.8609	4.3627	12.8076
O	7.7524	8.5778	12.8076
O	8.5309	6.7875	22.7573
O	4.2249	9.1527	12.355
O	3.7246	2.7474	17.0393
O	9.7256	7.9256	11.2101
O	7.1353	2.7174	20.686
O	9.2305	4.4466	14.7984
O	2.3722	9.6439	15.7534
O	7.3566	7.0636	10.5879
O	8.1063	0.156	16.8791
O	9.4036	2.7764	12.7805
O	11.4513	7.5039	16.8916
O	13.0655	3.9904	16.524
O	5.8401	11.9959	10.0273
O	4.8907	1.6697	20.0622
O	1.89	1.0198	11.154
O	6.7613	2.348	12.7837
O	6.1595	1.7484	16.4848
O	2.2088	5.5226	10.1164
O	5.7616	13.2458	18.1402
O	4.6684	2.4333	14.5136
O	9.3076	1.1571	21.1807
O	10.6675	13.8423	17.2497
O	3.4763	11.4502	11.1598
O	2.2919	10.7475	19.8423
O	12.1174	5.8746	14.9103
O	4.104	8.6542	17.6724
O	3.4243	11.2271	17.5191
O	0.9104	-1.236	10.0829
O	11.6024	16.7354	14.3367
O	7.9431	2.5756	10.4411
O	9.2203	7.8144	18.244
O	12.7124	12.4176	18.1418
O	4.5514	6.0351	14.8965
O	11.5405	7.2524	19.5492
O	14.1047	4.4323	14.0825
O	10.8632	12.7359	12.7932
O	9.323	3.252	19.5504
O	5.8196	4.2146	16.2328
O	7.8774	7.9272	20.5547
O	2.0543	10.2997	13.1767
O	1.8759	8.3578	20.9067
O	-1.6683	11.9131	10.4544
O	8.5453	6.0658	12.7612
O	5.6755	12.4651	20.4976
O	8.6164	0.4749	11.8368
O	10.3821	5.3739	18.1659
O	3.0345	2.9572	9.8488
O	9.468	10.5638	13.3899
O	3.3687	13.1351	19.3146
O	5.0368	-3.2662	15.7265
O	3.9645	13.7621	9.7785
O	6.7091	5.7046	21.2552
O	6.7015	8.7955	18.4297
O	12.047	8.4511	14.4503
O	9.9768	12.1758	20.5281
O	7.7307	10.7844	11.3608
O	6.1601	9.3743	9.8113
O	4.9836	7.0117	19.621
O	-0.6132	0.8841	10.5807
O	7.248	6.1605	15.0703
O	5.7746	10.7296	22.5205
O	5.9328	-0.7523	15.5435
O	3.3437	6.5959	12.7309
O	4.8492	4.3415	20.2972
O	5.7854	6.67	17.1616
O	9.6878	12.5704	15.1279
O	-0.1749	9.9841	20.5069
O	2.2928	8.0644	10.8617
O	-2.038	1.8457	15.2829
O	4.4098	11.5445	13.6026
O	1.4004	1.5925	17.6233
O	11.3445	9.65	10.133
O	1.9657	5.7737	20.5826
O	0.1579	11.036	14.741
O	9.761	7.0698	14.8932

Results
free energy: -67411.835 eV
free energy less fixed offsets of O -447.96, Si -113.29 eV per atom: 0.565 eV
gap between the highest filled and lowest empty level on this k mesh: 1.427 eV

The program warned: the cutoff lies below the one the program advises for these potential files; the model core charge is not resolved on the grid; the forces do not sum to zero within the program's tolerance; the exchange-correlation potential is rough where the density is thin.
